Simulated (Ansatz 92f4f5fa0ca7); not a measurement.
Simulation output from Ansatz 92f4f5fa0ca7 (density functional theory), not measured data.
Periodic cell of 223 atoms, Si132O90As1, from a study of silicon, its oxide and their interface. The atomic structure is a simulated model.
Doubt: the cutoff is far below the 930 eV that the study's wrapper takes by default for these files, so forces and energies are approximate.
This geometry differs little from another in the collection (a relaxation step or a small displacement).

Settings
functional: PBE
potential files: Ansatz PAW
basis: plane waves
wave-function cutoff: 580 eV
density cutoff ratio: 5
exchange-correlation grid ratio: 1
k mesh: 1 x 1 x 1, Gamma-centred
self-consistency stop: 5e-08 eV per atom in the density residual
occupations: fixed
spin: none
net charge: +1 e, with a uniform compensating background and no finite-size correction

Cell vectors (angstrom)
a, 10.938, 0, 0
b, 0, 10.938, 0
c, 0, 0, 32.1988

Atoms: element, x, y, z (angstrom)
Si, 10.5803, 0.2196, 24.8497
Si, 5.7338, 10.683, 24.7302
Si, 2.4759, 2.917, 24.6197
Si, 8.4164, 2.4651, 24.813
Si, 0.2694, 5.1715, 24.7417
Si, 5.1511, 5.7491, 24.674
Si, 2.9285, 8.0079, 24.582
Si, 7.9365, 8.4361, 24.7149
Si, 1.3245, 1.3832, 26.0137
Si, 6.8435, 1.3072, 26.1178
Si, 4.0403, 4.1036, 25.9722
Si, 9.6005, 4.0626, 26.0678
Si, 1.3966, 6.8265, 25.9935
Si, 6.763, 6.8545, 26.01
Si, 4.1019, 9.5304, 25.982
Si, 9.4598, 9.5673, 26.1366
Si, 2.7238, -0.0072, 27.3178
Si, 8.1572, -0.0298, 27.5522
Si, 0.006, 2.7158, 27.462
Si, 5.4369, 2.7499, 27.3531
Si, 2.7325, 5.4637, 27.4178
Si, 8.1794, 5.4734, 27.3383
Si, -0.0151, 8.1798, 27.3617
Si, 5.4375, 8.1986, 27.4353
Si, 4.085, 1.3468, 28.7224
Si, 9.5661, 1.3723, 28.8296
Si, 1.3456, 4.1148, 28.7952
Si, 6.8244, 4.1066, 28.7296
Si, 4.0984, 6.8167, 28.797
Si, 9.5474, 6.8235, 28.738
Si, 1.3793, 9.5586, 28.7154
Si, 6.7809, 9.539, 28.8557
Si, -0.0225, -0.0626, 30.115
Si, 5.4285, 0.0119, 30.1599
Si, 2.7746, 2.7637, 30.1036
Si, 8.1794, 2.7508, 30.1387
Si, -0.0273, 5.4762, 30.1378
Si, 5.482, 5.457, 30.1467
Si, 2.7192, 8.2034, 30.1241
Si, 8.2008, 8.1736, 30.1572
As, 1.3763, 1.3539, 31.5332
Si, 6.8223, 1.3775, 31.4993
Si, 4.1194, 4.0961, 31.5328
Si, 9.5524, 4.1075, 31.506
Si, 1.3503, 6.8451, 31.4843
Si, 6.8458, 6.8128, 31.5432
Si, 4.0821, 9.5592, 31.5113
Si, 9.5685, 9.5428, 31.5363
Si, 2.7752, -0.0482, 0.7673
Si, 8.1883, 0.0054, 0.6607
Si, -0.0442, 2.77, 0.7383
Si, 5.4872, 2.7282, 0.7011
Si, 2.7313, 5.4976, 0.6503
Si, 8.2139, 5.4497, 0.7267
Si, 0.0087, 8.1778, 0.6941
Si, 5.4677, 8.2054, 0.6958
Si, 4.1389, 1.3763, 2.0892
Si, 9.5481, 1.3327, 2.0657
Si, 1.3929, 4.1417, 2.0372
Si, 6.8481, 4.0799, 2.0884
Si, 4.1013, 6.8296, 2.0559
Si, 9.584, 6.8298, 2.076
Si, 1.3575, 9.5302, 2.0854
Si, 6.8307, 9.5961, 2.0509
Si, -0.015, -0.0358, 3.4124
Si, 5.4971, 0.0022, 3.4892
Si, 2.7721, 2.7905, 3.3825
Si, 8.1927, 2.6942, 3.4703
Si, 0.0237, 5.4733, 3.4502
Si, 5.4755, 5.4668, 3.4198
Si, 2.7745, 8.2009, 3.465
Si, 8.2042, 8.2277, 3.3885
Si, 1.3892, 1.3921, 4.6442
Si, 6.8471, 1.3459, 4.928
Si, 4.1567, 4.0879, 4.8218
Si, 9.5792, 4.0803, 4.7771
Si, 1.4156, 6.8279, 4.8365
Si, 6.8225, 6.8897, 4.7393
Si, 4.1365, 9.574, 4.8623
Si, 9.5482, 9.5462, 4.8089
Si, 2.7477, 0.1145, 6.0671
Si, 8.2055, -0.0657, 6.2837
Si, 0.0262, 2.6683, 6.0563
Si, 5.4756, 2.7268, 6.306
Si, 2.8176, 5.4769, 6.1967
Si, 8.1735, 5.4817, 6.0468
Si, 0.0102, 8.1848, 6.165
Si, 5.5288, 8.2196, 6.2467
Si, 3.8379, 1.5711, 7.6172
Si, 9.8386, 1.1365, 7.469
Si, 1.6258, 3.8001, 7.322
Si, 6.6573, 4.4146, 7.4905
Si, 4.4081, 6.6307, 7.5621
Si, 9.3658, 6.9472, 7.4172
Si, 1.1454, 9.9153, 7.2991
Si, 7.1554, 9.2295, 7.6853
O, 8.3083, 8.0879, 7.9097
O, 2.715, 2.735, 7.9513
O, 9.5115, 1.3467, 24.2685
O, 4.0428, 6.8618, 24.1201
O, 0.0334, 0.0222, 7.9577
O, 5.5313, 5.5077, 8.0349
O, 6.8487, 9.5762, 24.1956
O, 1.3668, 4.0658, 24.1637
O, 3.8639, 7.3817, 8.9433
O, 0.7976, 4.3757, 8.599
O, 9.8125, 6.1767, 8.8069
O, 2.132, 9.3765, 8.4862
O, 7.5241, 3.9259, 8.8
O, 4.2674, 0.922, 9.0757
O, 6.7298, 9.5595, 9.2314
O, 9.2099, 1.8541, 8.8055
O, 7.6914, 3.1448, 23.5175
O, 10.4922, 5.855, 23.4451
O, 5.0868, 0.4489, 23.406
O, 5.8605, 5.09, 23.3528
O, 3.0975, 2.2046, 23.2654
O, 2.2882, 8.7209, 23.2252
O, 8.6201, 7.7593, 23.3842
O, 0.2228, 10.322, 23.5877
Si, 4.3839, 1.5697, 22.4508
Si, 3.4901, 7.9302, 14.0314
Si, 7.1164, 0.9566, 14.666
Si, 0.9398, 9.3565, 22.5042
Si, 1.1854, 4.3089, 11.8891
Si, 6.2673, 8.9638, 15.3165
Si, 0.679, 1.3706, 12.2969
Si, 8.6277, 4.9474, 20.4957
Si, 0.3277, 5.7163, 9.3708
Si, 5.1033, 3.1238, 17.9415
Si, 0.8878, 3.7467, 16.7445
Si, 10.4054, 2.8485, 19.2212
Si, 5.2821, 1.1862, 10.3597
Si, 0.885, 0.1798, 19.8356
Si, 6.6469, 9.4613, 10.8776
Si, 9.3379, 9.6757, 18.322
Si, 9.3916, 9.2478, 12.574
Si, 6.5655, 3.8443, 22.569
Si, 2.4411, 8.0663, 9.3861
Si, 10.5896, 7.3675, 17.0739
Si, 2.5111, 6.2918, 16.5766
Si, 10.1778, 4.4933, 14.1922
Si, 6.1403, 9.1819, 18.511
Si, 7.9688, 2.571, 9.5909
Si, 8.8816, 2.1441, 12.4598
Si, 5.3367, 6.2446, 18.0633
Si, 3.9242, 0.5527, 19.4552
Si, 4.2801, 3.8445, 12.0554
Si, 5.543, 6.603, 12.1421
Si, 8.0128, 2.5045, 17.2158
Si, 4.3601, 2.4804, 14.9676
Si, 1.5398, 1.2138, 15.2579
Si, 1.5681, 9.4177, 12.0496
Si, 8.052, 6.8534, 13.8674
Si, 10.3819, 9.838, 15.4874
Si, 9.8047, 7.0159, 22.5337
Si, 8.1062, 5.4846, 17.3979
O, 6.046, 7.962, 11.2907
O, 6.0196, 9.2061, 16.8945
O, 7.68, 1.3629, 13.195
O, 0.8959, 1.7498, 13.8652
O, 9.4248, 6.2584, 16.8766
O, 6.76, 6.2049, 13.1384
O, 5.1315, 4.6605, 18.6104
O, 9.2309, 2.1609, 18.2713
O, 2.3669, 0.0937, 19.0743
O, 9.4113, 10.234, 16.7649
O, 2.7918, 4.4375, 11.7097
O, 5.0662, 10.3201, 19.1031
O, 9.428, 3.2427, 13.4967
O, 0.4597, 1.7672, 19.9546
O, 3.1532, 1.3638, 15.0625
O, 8.1645, 5.3736, 19.0142
O, 3.8916, 6.6001, 17.39
O, 4.5773, 3.2813, 16.387
O, 9.0651, 5.6697, 14.3103
O, 5.4401, 2.7634, 22.1286
O, 10.6744, 4.1501, 15.6877
O, 0.3455, 3.8717, 18.2809
O, 10.4249, 10.5134, 19.2193
O, 9.6438, 10.029, 14.0278
O, 10.9059, 8.1211, 22.0791
O, 1.1912, 2.162, 16.5304
O, 9.7356, 3.7492, 20.4158
O, 8.1322, 4.0316, 16.6737
O, -0.042, 9.1046, 11.9052
O, 6.5873, 2.4191, 18.0097
O, 5.5845, 10.7212, 11.1989
O, 7.7499, 9.5906, 18.8433
O, 10.03, 1.0276, 12.0576
O, 1.3158, 6.9559, 9.0472
O, 0.6265, 4.7676, 13.3538
O, 5.7076, 7.6214, 18.9801
O, 5.2393, 5.0879, 11.5176
O, 2.7128, 6.9863, 15.1151
O, 0.9126, 2.7477, 11.464
O, 0.8615, 10.6863, 15.5464
O, 2.3978, 8.5878, 10.9115
O, 4.6989, 2.4359, 11.2708
O, 4.254, 3.5127, 13.6808
O, 2.2048, 4.682, 16.483
O, 10.704, 8.2506, 15.6955
O, 6.9283, 10.2894, 14.6645
O, 2.3443, 8.9563, 13.4245
O, 8.0312, 1.5195, 15.9085
O, 4.1248, 6.997, 12.8522
O, 4.1796, 2.0107, 18.7273
O, 7.294, 4.4166, 21.2555
O, 8.4077, 2.9274, 11.1093
O, 1.1776, 6.8608, 17.3563
O, 5.6523, 1.5745, 14.7553
O, 8.1323, 9.7612, 11.5881
O, 9.2002, 6.2835, 21.2293
O, 8.9559, 7.7174, 12.8508
O, 1.6527, 0.1225, 11.8752
O, 6.6406, 6.1474, 17.0578
O, 7.4004, 7.8025, 15.0408
O, 1.2148, 10.306, 21.2252
O, 10.0334, 8.1992, 18.3549
O, 3.9478, 0.8393, 21.0768
O, 0.3475, 5.3402, 10.9336
O, 6.6913, 1.5778, 9.6298
O, 4.7801, 8.7037, 14.6793

Results
free energy: -139961.492 eV
free energy less fixed offsets of As -4856.12, O -568.88, Si -635.61 eV per atom: -5.652 eV

Forces (eV/angstrom), in the order of the atoms: element, x, y, z
Si, -0.0191, 0.0069, 0.0102
Si, 0.0134, 0, 0.0036
Si, 0.002, 0.0094, 0.0035
Si, 0.0033, -0.0132, 0.0135
Si, 0.0056, 0.0015, 0.0026
Si, -0.0084, -0.0013, 0.0027
Si, -0.0068, -0.0066, -0.009
Si, 0, 0.0129, 0.0115
Si, 0.0051, -0.0066, -0.0021
Si, -0.0004, 0.004, 0.006
Si, 0.0039, -0.0072, 0.0032
Si, -0.0072, 0.0046, -0.0011
Si, -0.0068, 0.0052, 0.0062
Si, 0.0058, -0.0028, -0.0024
Si, -0.0051, 0.0082, 0.0028
Si, 0.0031, -0.0008, 0.0041
Si, 0.0002, -0.0001, -0.0002
Si, -0.0054, -0.0033, 0.0132
Si, -0.0026, 0, 0.0254
Si, 0.0002, -0.0022, -0.0039
Si, 0.0027, 0.0022, 0.017
Si, 0.0015, -0.0019, -0.001
Si, 0.0011, 0.0004, -0.0042
Si, -0.0027, -0.0035, 0.0188
Si, 0.0017, -0.0004, 0.0025
Si, 0.0035, 0.0007, -0.0107
Si, -0.001, -0.0043, -0.0079
Si, -0.0042, 0.0017, 0.0047
Si, -0.002, -0.0018, -0.0086
Si, 0.0001, 0.0004, 0.0047
Si, 0.0018, -0.0031, 0.0035
Si, 0.0024, 0.0091, -0.008
Si, -0.0046, -0.0001, -0.0009
Si, 0.0041, -0.0039, -0.0001
Si, -0.0018, 0.0058, -0.0005
Si, 0.0011, -0.004, 0.0008
Si, 0.0014, -0.0012, 0.0026
Si, -0.0012, 0.0034, 0.0008
Si, 0.0014, -0.0025, 0.001
Si, -0.0024, 0.0007, 0.0013
As, 0.0022, -0.0003, 0.0036
Si, -0.0026, 0.0024, -0.0004
Si, 0.0029, -0.0031, -0.0018
Si, -0.0017, 0.0044, 0.0004
Si, -0.003, 0.0029, -0.0003
Si, 0.0019, -0.0026, -0.0015
Si, -0.0019, 0.0025, -0.0005
Si, 0.0022, -0.0022, -0.0008
Si, 0.0015, -0.0045, 0.0006
Si, -0.0016, 0.0014, -0.0012
Si, -0.0023, 0.0021, -0.0023
Si, 0.0016, -0.0005, 0.0003
Si, -0.0025, 0.0021, -0.0021
Si, 0.0012, -0.0029, 0.0003
Si, 0.0008, -0.0046, 0
Si, -0.0002, 0.0003, -0.0014
Si, 0.0006, 0.0028, -0.0032
Si, -0.002, -0.0027, 0.0028
Si, 0.0022, 0.003, -0.0007
Si, -0.0006, -0.0039, 0
Si, -0.0029, -0.0019, 0.0031
Si, 0.0034, 0.0011, -0.0029
Si, -0.0012, -0.0002, -0.0022
Si, 0.0028, 0.0009, 0.0001
Si, 0.0049, 0.0022, 0.0095
Si, 0.002, 0.0034, 0.002
Si, -0.0053, -0.0085, 0.0098
Si, -0.005, 0.0011, -0.0047
Si, -0.0003, 0.0029, -0.0059
Si, -0.002, -0.0045, 0.0047
Si, -0.0031, -0.0027, -0.0045
Si, 0.0017, 0.0036, 0.0013
Si, -0.0009, 0.005, -0.0192
Si, 0, -0.003, -0.0014
Si, 0.0035, 0.0057, -0.0146
Si, -0.0006, -0.0041, 0.0017
Si, 0.0042, 0.0003, -0.0034
Si, -0.004, -0.0005, -0.0116
Si, 0.0006, 0.0026, 0.0038
Si, 0.0006, 0.0004, -0.0171
Si, 0.0062, -0.0108, -0.0114
Si, -0.0065, 0.0137, -0.0082
Si, -0.0032, 0.0061, -0.0033
Si, 0.0069, -0.0107, -0.0101
Si, -0.0092, 0.0018, -0.0085
Si, 0.0086, -0.0077, -0.0038
Si, 0.0051, -0.0061, -0.0063
Si, -0.009, 0.0081, -0.0101
Si, -0.0166, 0.0077, 0.0117
Si, 0.013, -0.0033, -0.0039
Si, 0.0021, -0.0149, -0.0072
Si, -0.0002, 0.0073, 0.0049
Si, 0.0055, 0.0023, 0.0107
Si, -0.0013, -0.0071, 0.0062
Si, -0.0027, 0.0135, 0.001
Si, 0.0007, -0.0099, 0.0248
O, -0.0043, 0.007, -0.0074
O, 0.0091, 0.0022, 0.0024
O, 0.006, 0.0021, -0.0079
O, 0.0045, 0.0038, 0.0067
O, -0.0076, -0.0049, 0.0028
O, -0.0002, -0.001, -0.0034
O, -0.0047, -0.007, -0.0027
O, 0.0012, -0.0047, 0.0027
O, -0.0045, 0.0033, 0.0035
O, -0.0097, 0.0108, 0.015
O, 0.0024, -0.0041, 0.0055
O, 0.0124, -0.0136, 0.0164
O, 0.0052, -0.0095, 0.007
O, 0.011, -0.0022, 0.0086
O, -0.001, 0, 0.0064
O, -0.0129, 0.0086, 0.0121
O, -0.0147, 0.0129, -0.0171
O, -0.0111, 0.0116, -0.0148
O, -0.012, 0.0124, -0.0139
O, 0.0078, -0.0084, -0.0098
O, 0.0076, -0.0082, -0.0114
O, -0.0054, 0.0064, -0.0053
O, 0.0101, -0.0094, -0.0126
O, 0.0138, -0.0167, -0.0182
Si, 0.0029, 0.003, 0.0228
Si, -0.0013, -0.0003, 0.0007
Si, 0.0027, 0.0023, 0.0014
Si, 0.0001, -0.0043, 0.0226
Si, -0.0042, 0.0075, 0.005
Si, -0.0017, -0.0014, 0.0026
Si, 0.0018, -0.0003, 0.0109
Si, -0.0043, 0.007, 0.0077
Si, -0.0008, -0.0004, -0.0158
Si, -0.002, -0.0032, -0.0092
Si, -0.0037, -0.0001, -0.0014
Si, -0.0009, 0.002, -0.003
Si, -0.0004, -0.004, -0.0083
Si, 0.0096, -0.0092, 0.0012
Si, -0.0065, 0.0067, -0.007
Si, 0.0042, 0.0046, -0.0073
Si, -0.0033, 0.0019, 0.0066
Si, 0.001, -0.0033, 0.0177
Si, -0.0001, -0.0014, -0.0178
Si, -0.0005, 0.0001, -0.0061
Si, 0.0013, 0.0007, -0.0079
Si, 0.0025, -0.0032, 0.0027
Si, -0.0032, 0.0044, -0.0129
Si, 0.0025, 0.0022, -0.016
Si, -0.0019, 0.0044, 0.0036
Si, 0.002, -0.0015, -0.0119
Si, -0.0048, 0.0039, 0.0064
Si, 0.0029, -0.0039, 0.0095
Si, 0.0012, 0.0043, 0.0108
Si, 0.0018, -0.0009, -0.0049
Si, 0.0007, 0.0058, -0.0019
Si, -0.0024, 0.0026, -0.0019
Si, 0.0088, -0.006, 0.0042
Si, -0.0007, -0.0012, 0.0054
Si, -0.0009, 0.002, -0.0033
Si, 0.0025, -0.0006, 0.0179
Si, 0.0017, -0.0022, 0.0017
O, -0.0022, -0.0098, -0.0041
O, 0.0002, 0.0004, 0.0011
O, -0.0047, -0.0034, -0.0003
O, 0.0036, -0.0012, 0.0036
O, 0.0018, 0.0019, 0.0024
O, 0.0073, -0.0001, -0.0027
O, 0.0001, 0.0027, 0.0073
O, -0.005, -0.0009, 0.0022
O, 0.002, 0.0001, 0.0018
O, -0.0003, -0.0008, 0.0012
O, 0.0003, -0.0011, -0.0091
O, 0.0052, -0.0057, 0.0047
O, 0.0021, 0.0049, -0.0044
O, -0.0024, 0.0015, 0.007
O, 0.0004, -0.001, -0.0014
O, -0.0036, 0.0028, -0.0102
O, -0.0003, 0.0001, 0.0055
O, 0.0005, 0.0005, 0.0015
O, -0.0001, 0.0006, -0.0047
O, -0.0027, -0.0011, 0.001
O, 0.0023, 0.0001, 0.0033
O, 0.0037, 0.0026, 0.0011
O, -0.0078, -0.0033, 0.002
O, 0.0023, 0.0015, 0.0036
O, 0.0021, 0.0021, 0.0015
O, 0.0007, 0.0001, 0.002
O, 0.0047, -0.0066, 0.0011
O, -0.0011, 0.0002, -0.0002
O, -0.0043, 0.0014, -0.0082
O, 0.0012, 0.0008, 0.0052
O, 0.0007, -0.005, -0.0038
O, 0.0005, -0.0006, 0.0081
O, 0.0012, 0.0008, -0.0084
O, 0.001, 0.0016, -0.0003
O, -0.0042, 0.0005, 0.0005
O, -0.0002, -0.0012, 0.0098
O, 0.0002, 0.0036, -0.0088
O, -0.0011, -0.002, 0.0032
O, -0.0003, -0.003, -0.0068
O, 0, -0.0008, 0.0005
O, -0.0057, 0.0098, 0.0134
O, -0.0051, 0.0115, -0.0007
O, 0.0001, -0.006, 0.0052
O, 0.0008, 0.0005, 0.0018
O, 0.0003, -0.0007, -0.0004
O, -0.0007, -0.0014, -0.0038
O, 0.0043, -0.0022, -0.0003
O, 0.0001, 0.0009, 0.0015
O, -0.0047, 0.0039, -0.0032
O, 0.0038, 0.0052, 0.0017
O, 0.0134, 0.0079, -0.0114
O, 0.007, -0.0017, 0.0132
O, -0.0003, 0.0003, 0.0054
O, 0.0003, -0.0011, -0.0026
O, 0.0123, -0.0019, -0.002
O, -0.0087, -0.014, -0.0105
O, -0.0013, -0.0033, -0.0054
O, -0.0028, 0.0019, -0.0079
O, -0.0008, 0.0003, 0.0017
O, -0.0013, 0.0036, -0.0006
O, -0.0016, 0.0165, -0.0182
O, 0.0005, -0.0017, 0.0047
O, -0.0052, -0.0108, -0.0215
O, 0.0037, -0.0088, 0.0125
O, -0.0054, -0.001, -0.0029
O, 0.0038, 0.0014, -0.0016

The program warned: the cutoff lies below the one the program advises for these potential files; the exchange-correlation potential is rough where the density is thin.
